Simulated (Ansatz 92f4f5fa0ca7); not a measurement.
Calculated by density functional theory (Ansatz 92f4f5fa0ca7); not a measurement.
Periodic cell of 276 atoms, Si168O108, from a study of silicon, its oxide and their interface. The atomic structure is a simulated model.
Doubt: the cutoff is low for norm-conserving oxygen, so forces and energies are approximate.
Doubt: the program's own warning below bears on the result.

Settings
functional: HSE06
potential files: SPMS norm-conserving
basis: plane waves
wave-function cutoff: 800 eV
density cutoff ratio: 4
exchange-correlation grid ratio: 1
k mesh: 1 x 1 x 1, Gamma-centred
occupations: fixed
spin: none
net charge: 0

Cell vectors (angstrom)
a, 11.6015, 0, 0
b, 0, 13.3963, 0
c, 0, 0, 30.9508

Atoms: element, x, y, z (angstrom)
Si, 0.0886, -0.1312, 24.2294
Si, 3.9176, -0.0353, 24.1541
Si, 7.7587, 0.0658, 24.0924
Si, 1.928, 3.4569, 24.086
Si, 5.9982, 3.4552, 24.2236
Si, 9.6099, 3.342, 24.2883
Si, 0.1202, 6.529, 24.2641
Si, 3.925, 6.8028, 24.3861
Si, 7.7455, 6.7821, 24.1771
Si, 2.0255, 10.0388, 24.5365
Si, 5.8878, 10.0086, 24.2389
Si, 9.7195, 10.0605, 24.2821
Si, 0.0361, 2.2041, 24.8409
Si, 3.9338, 2.2864, 24.7424
Si, 7.7581, 2.1966, 25.1477
Si, 2.0384, 5.5703, 25.1596
Si, 5.8596, 5.647, 25.0601
Si, 9.6773, 5.5983, 24.9911
Si, 0.0394, 8.846, 24.9906
Si, 3.9792, 8.9729, 25.2297
Si, 7.8018, 8.9505, 25.0828
Si, 2.0144, 12.3078, 25.1514
Si, 5.8669, 12.282, 24.9359
Si, 9.6756, 12.3118, 24.9921
Si, 0.0192, 2.2226, 27.2872
Si, 3.8947, 2.2485, 27.2385
Si, 7.7466, 2.2038, 27.4738
Si, 1.9845, 5.563, 27.4813
Si, 5.834, 5.5903, 27.4207
Si, 9.6841, 5.5893, 27.3766
Si, 0.0158, 8.8962, 27.3748
Si, 3.924, 8.9439, 27.5358
Si, 7.7683, 8.9294, 27.4352
Si, 1.9681, 12.3061, 27.4768
Si, 5.8373, 12.2815, 27.3429
Si, 9.6718, 12.2901, 27.376
Si, 1.9618, 1.1618, 28.1604
Si, 5.7862, 1.1112, 28.1679
Si, 9.7062, 1.1142, 28.1876
Si, 0.0137, 4.4455, 28.1666
Si, 3.9139, 4.4361, 28.1901
Si, 7.7613, 4.4635, 28.1922
Si, 1.9542, 7.8136, 28.2079
Si, 5.8484, 7.807, 28.2314
Si, 9.6928, 7.8066, 28.2036
Si, 0.0082, 11.1522, 28.1686
Si, 3.9099, 11.1925, 28.2158
Si, 7.7495, 11.1722, 28.1878
Si, 1.9336, 1.1164, 30.5559
Si, 5.8008, 1.1164, 30.5559
Si, 9.6679, 1.1164, 30.5559
Si, 0, 4.4654, 30.5559
Si, 3.8672, 4.4654, 30.5559
Si, 7.7343, 4.4654, 30.5559
Si, 1.9336, 7.8145, 30.5559
Si, 5.8008, 7.8145, 30.5559
Si, 9.6679, 7.8145, 30.5559
Si, 0, 11.1635, 30.5559
Si, 3.8672, 11.1635, 30.5559
Si, 7.7343, 11.1635, 30.5559
Si, 0, 0, 0.3944
Si, 3.8672, 0, 0.3944
Si, 7.7343, 0, 0.3944
Si, 1.9336, 3.3491, 0.3944
Si, 5.8008, 3.3491, 0.3944
Si, 9.6679, 3.3491, 0.3944
Si, 0, 6.6981, 0.3944
Si, 3.8672, 6.6981, 0.3944
Si, 7.7343, 6.6981, 0.3944
Si, 1.9336, 10.0472, 0.3944
Si, 5.8008, 10.0472, 0.3944
Si, 9.6679, 10.0472, 0.3944
Si, -0.015, 0.0004, 2.7545
Si, 3.8767, 0.0093, 2.7598
Si, 7.7157, -0.0048, 2.7622
Si, 1.9183, 3.3559, 2.7647
Si, 5.7803, 3.376, 2.749
Si, 9.6719, 3.3703, 2.756
Si, -0.0344, 6.6794, 2.7787
Si, 3.8202, 6.69, 2.7452
Si, 7.7133, 6.7037, 2.7842
Si, 1.8951, 10.0598, 2.7592
Si, 5.757, 10.0325, 2.7705
Si, 9.5991, 10.0532, 2.7738
Si, -0.01, 2.2248, 3.5507
Si, 3.8572, 2.2475, 3.5413
Si, 7.7256, 2.257, 3.4601
Si, 1.9091, 5.5776, 3.5931
Si, 5.7526, 5.6146, 3.5453
Si, 9.6299, 5.5817, 3.6342
Si, -0.0617, 8.9333, 3.498
Si, 3.8066, 8.9072, 3.5393
Si, 7.6648, 8.9259, 3.62
Si, 1.9325, 12.3097, 3.519
Si, 5.7916, 12.2563, 3.5827
Si, 9.6495, 12.2908, 3.5765
Si, -0.0227, 2.2017, 5.9227
Si, 3.859, 2.2392, 5.904
Si, 7.6992, 2.2702, 5.7777
Si, 1.8978, 5.5622, 5.9849
Si, 5.6987, 5.63, 5.9121
Si, 9.5959, 5.5521, 6.0526
Si, -0.1471, 8.9422, 5.8364
Si, 3.709, 8.8713, 5.9052
Si, 7.582, 8.9107, 6.0306
Si, 1.9223, 12.3221, 5.8675
Si, 5.7819, 12.2213, 5.9753
Si, 9.6313, 12.3041, 5.9675
Si, 1.9482, 1.1447, 6.7379
Si, 5.838, 1.1103, 6.5654
Si, 9.5743, 1.186, 6.6765
Si, -0.0163, 4.4083, 6.7208
Si, 3.861, 4.4386, 6.7871
Si, 7.5549, 4.4555, 6.6807
Si, 1.7045, 7.8135, 6.7042
Si, 5.5912, 7.8117, 6.8569
Si, 9.5519, 7.831, 6.7398
Si, 0.0154, 11.172, 6.6048
Si, 3.7818, 11.0935, 6.624
Si, 7.7446, 11.1404, 6.8151
O, 4.041, 4.3559, 8.4388
O, 5.3558, 7.8041, 8.5077
O, 9.3664, 1.4145, 8.3071
O, 9.6234, 7.9846, 8.3851
O, 2.1137, 1.227, 8.382
O, 6.1172, 1.2231, 8.1824
O, 1.3734, 7.8756, 8.3283
O, 0.2926, 11.1197, 8.2321
O, 3.6502, 10.8803, 8.2575
O, 0.1878, 4.2557, 8.3554
O, 7.1655, 4.4002, 8.2981
O, 7.9028, 11.1366, 8.4643
O, 6.5421, 3.6923, 22.6671
O, 2.2171, 10.0167, 22.9172
O, 7.7023, 0.1939, 22.4254
O, 12.0168, 6.0437, 22.7088
O, 7.5706, 6.9101, 22.5222
O, 0.2244, 12.7747, 22.6669
O, 9.6315, 10.0639, 22.643
O, 3.9636, 7.123, 22.7788
O, 5.9714, 9.7957, 22.6029
O, 9.226, 3.3969, 22.6787
O, 1.7073, 3.7975, 22.4566
O, 3.8707, -0.2401, 22.515
Si, 7.7347, 10.5718, 16.7959
Si, 4.4252, 11.178, 9.6373
Si, 9.3826, 10.524, 21.1172
Si, 1.8961, 7.2961, 9.7401
Si, 2.6695, 1.5634, 9.8614
Si, 8.3725, 6.5526, 21.1521
Si, 10.8129, 8.0385, 20.6413
Si, 2.0939, 12.4127, 11.3513
Si, 9.684, 6.1195, 14.0197
Si, 10.0105, 1.4359, 16.2814
Si, 5.6138, 0.5544, 9.5458
Si, 1.6501, 9.5575, 21.504
Si, 10.9204, 4.0877, 9.6985
Si, 7.9011, 3.6182, 21.7674
Si, 4.8436, 6.0737, 12.1185
Si, 7.2666, 0.8005, 20.9646
Si, 10.1625, 1.1554, 9.6883
Si, 10.941, 4.4666, 16.4072
Si, 7.9376, 4.9725, 9.5883
Si, 2.1773, 5.0866, 16.7717
Si, 1.2166, 13.563, 16.414
Si, 7.6596, 1.5713, 14.1024
Si, 11.3677, 11.7669, 9.6062
Si, 7.3993, 4.4289, 12.5842
Si, 7.8676, 0.0095, 11.456
Si, 11.8175, 12.2567, 21.1428
Si, 11.1843, 6.539, 11.4833
Si, 5.1692, 7.9695, 19.1381
Si, 3.2506, 7.075, 14.7294
Si, 2.3274, -1.9251, 14.3175
Si, 4.8728, 11.3148, 15.8213
Si, 1.0692, 8.8846, 15.3299
Si, 3.4719, 7.1704, 21.2545
Si, 4.5389, 12.9859, 21.0493
Si, 2.0559, 0.2443, 19.2628
Si, 3.5056, 9.0034, 16.874
Si, 3.0162, 2.2454, 17.3768
Si, 8.0452, 13.4251, 18.1164
Si, 12.8123, 5.1214, 21.6432
Si, 8.4255, 10.7942, 9.9604
Si, 6.2272, 10.2962, 21.0863
Si, 9.5274, 8.4042, 15.8706
Si, 5.6271, 14.2778, 16.3913
Si, 4.8265, 8.2485, 9.9827
Si, -3.8062, 7.9786, 18.2968
Si, 3.2286, 4.5432, 9.8351
Si, 0.2705, 5.7859, 18.9125
Si, 8.8554, 7.7965, 9.7964
O, 9.2758, 0.9361, 17.6269
O, 9.2376, 0.6577, 10.904
O, 0.8754, 4.6136, 15.9473
O, 2.1585, 12.2444, 12.9375
O, 6.0213, 5.2375, 12.851
O, 0.3766, 4.8593, 20.2644
O, 10.0601, 5.1982, 15.285
O, 4.8793, 12.8915, 16.0814
O, 2.4836, 3.142, 10.1915
O, 2.0027, 1.5749, 16.3086
O, 7.7484, 0.3435, 13.0349
O, 5.3863, 7.3088, 11.1898
O, 3.3725, -0.3998, 19.9417
O, 2.453, 5.9591, 21.0723
O, 1.3385, 10.1914, 14.4085
O, 4.239, 1.2449, 9.9593
O, 3.8754, 8.2826, 18.2453
O, 5.3351, 11.6064, 20.8747
O, -0.2255, 5.0199, 10.9321
O, 1.7372, 7.6361, 14.535
O, 9.9661, 9.3385, 20.1757
O, 7.5177, 2.988, 13.3158
O, 6.2857, 7.4006, 18.099
O, 7.7764, 6.5894, 9.6443
O, 7.5049, 4.2614, 10.9698
O, 10.5429, 2.9256, 16.5175
O, 8.8491, 9.8722, 15.8468
O, 8.0813, 7.3885, 19.79
O, 10.9037, 2.526, 10.1177
O, 6.3578, 1.4225, 15.0524
O, 3.9007, 6.6583, 13.3119
O, 9.8954, 6.9939, 21.4647
O, 10.9698, 6.4509, 13.082
O, 0.849, 7.4047, 10.9659
O, 8.1759, 9.2074, 10.2408
O, 8.9733, 7.635, 17.2224
O, 1.1544, 10.9478, 20.824
O, 6.6947, 0.6813, 17.5589
O, 4.5219, 1.8699, 16.9831
O, -0.4655, 8.5927, 15.7287
O, 2.8066, 8.6174, 20.8646
O, 6.6657, 0.7886, 10.7242
O, 5.7506, 9.2177, 19.9957
O, 7.7946, 11.816, 11.074
O, 1.8475, -0.9136, 15.4447
O, 8.1349, 4.9711, 20.9045
O, 9.8831, 7.2984, 10.92
O, 4.0726, 8.2332, 15.5393
O, 10.0134, 11.0341, 10.0435
O, 11.179, 13.3517, 9.3609
O, 4.0986, 5.0316, 11.1143
O, 0.37, 8.5819, 21.625
O, 3.1707, 5.8359, 15.7603
O, 11.2645, 0.4351, 16.0489
O, 10.2735, 11.8507, 20.8149
O, 7.5721, 9.5773, 18.0632
O, 2.1958, 5.7319, 9.5261
O, 2.9684, 3.8307, 17.35
O, 11.4162, 7.2747, 19.3575
O, 8.2089, 11.9665, 17.4392
O, 1.4974, -0.4259, 17.8987
O, 5.4664, 12.3601, 9.3032
O, 6.4199, 10.806, 15.8606
O, 8.6048, 5.3521, 13.114
O, 7.9356, 13.3918, 19.7272
O, 3.9089, 11.0905, 14.5197
O, 8.9869, 1.4713, 15.0273
O, 2.5213, 1.7421, 18.8432
O, 3.4323, 11.746, 10.7543
O, 5.6479, 0.7521, 20.8483
O, 10.7974, 5.135, 17.8822
O, 4.7087, 6.9086, 20.2563
O, 9.072, 7.4995, 14.6109
O, 4.1335, 10.4818, 16.9851
O, 0.825, 11.5828, 10.8027
O, 3.222, 8.1139, 10.1108
O, 7.7476, 2.3332, 20.8171
O, 9.4677, 4.6164, 9.2831
O, 0.8146, 0.0957, 20.2882
O, 1.6491, 5.9313, 18.0571
O, 5.1565, 9.8303, 10.1611
O, 7.7962, 10.6669, 20.8826
O, 1.9654, 0.5867, 10.9476
O, 1.9011, 9.0664, 16.7115

Results
free energy: -67413.938 eV
free energy less fixed offsets of O -447.96, Si -113.29 eV per atom: -1.538 eV
gap between the highest filled and lowest empty level on this k mesh: 1.423 eV

The program warned: the cutoff lies below the one the program advises for these potential files; the model core charge is not resolved on the grid; the forces do not sum to zero within the program's tolerance; the exchange-correlation potential is rough where the density is thin.
